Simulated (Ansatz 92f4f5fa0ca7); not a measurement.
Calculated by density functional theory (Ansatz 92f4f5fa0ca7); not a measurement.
Periodic cell of 179 atoms, Si99O80, from a study of silicon, its oxide and their interface. The atomic structure is a simulated model.

Settings: functional r2SCAN; potential files Ansatz norm-conserving; basis plane waves; wave-function cutoff 1300 eV; density cutoff ratio 4; exchange-correlation grid ratio 1; k mesh 2 x 2 x 1, shifted by 0.5 0.5 0.5 of a step; self-consistency stop 5e-08 eV per atom in the density residual; occupations Fermi-Dirac, 0.05 eV; spin none; net charge 0.

Cell vectors (angstrom)
a, 11.5403, 0, 0
b, 0, 11.5403, 0
c, -2.133, 3.1143, 24.5705

Atoms and the computed forces on them: element, x, y, z (angstrom), force x, y, z (eV/angstrom)
Si, -0.5633, 7.1291, -0.7818, 0.2734, 0.089, -0.2826
Si, 9.4653, -0.3392, -1.7021, -0.1531, 0.0724, -0.1076
Si, 9.6191, 3.6089, 1.226, -0.5223, 0.214, -0.0985
Si, 3.4302, 6.3738, 0.3879, -0.3248, 0.0995, -0.7021
Si, 3.1472, -0.4819, 0.0119, -0.7578, -0.1091, -0.2727
Si, 3.4306, 3.5864, -0.8463, 0.2126, 0.1259, -0.3427
Si, 7.2128, 8.2901, -0.2116, -0.3636, -0.6063, -0.986
Si, 6.5891, -0.2208, -0.5744, 0.0639, -0.1613, 0.0378
Si, 11.3435, 3.9665, -0.2816, 0.2956, 0.0311, -0.7374
Si, 2.1798, 8.292, 0.174, 0.0572, 0.421, -0.3563
Si, 1.4171, -0.3193, 1.5854, 0.6786, 0.0218, -0.5617
Si, 1.8622, 3.4668, 0.9563, -0.1283, -0.1673, 0.2017
Si, 5.5416, 7.2089, 1.0707, 0.4356, 0.1507, 0.0419
Si, 5.3469, -0.3917, 1.3235, -0.1562, 0.3158, -0.2223
Si, 6.4845, 3.4066, 1.1035, 0.4526, 0.0726, 0.2205
Si, 9.3997, 7.5161, 0.9542, -0.1476, 0.268, 0.1286
Si, 10.6171, -0.3732, 1.1821, -0.0729, 0.0507, -0.7331
Si, 8.9602, 8.2257, -2.6372, -0.0327, -0.1381, -0.5185
Si, 1.9621, -2.3751, 2.4681, 0.0096, -0.3391, -0.0946
Si, 1.978, 1.6843, 2.5119, -0.0825, 0.2203, -0.027
Si, 2.2921, 5.4027, 2.2955, -0.2941, -0.2779, 0.2516
Si, 5.7248, -2.3913, 2.4799, -0.0199, -0.2169, 0.3314
Si, 5.9022, 1.5642, 2.4709, -0.1407, 0.0047, 0.4523
Si, 6.0256, 5.3677, 2.4687, 0.1133, 0.1332, 0.0083
Si, 9.7849, -2.2369, 2.3864, -0.0492, -0.2012, 0.1994
Si, 9.842, 1.5735, 2.3502, -0.03, -0.2572, -0.1211
Si, 9.7432, 5.6065, 2.4486, -0.134, 0.3381, 0.2527
Si, 0.0704, -2.3886, 3.8323, 0.0652, 0.0622, 0.204
Si, 0.0801, 1.59, 3.8466, 0.2263, 0.1799, 0.179
Si, 0.2246, 5.5902, 3.7454, 0.0551, -0.0228, -0.2593
Si, 3.8463, -2.3736, 3.8588, 0.1158, 0.1653, 0.1098
Si, 3.9505, 1.6615, 3.7776, 0.1609, 0.1418, 0.2816
Si, 4.0704, 5.3642, 3.8555, 0.0978, -0.0053, -0.032
Si, 7.8082, -2.297, 3.7428, -0.0939, -0.079, -0.1247
Si, 7.9052, 1.4827, 3.7249, -0.0033, 0.0294, 0.0334
Si, 7.9066, 5.5175, 3.917, -0.0442, -0.2155, -0.2386
Si, 0.1433, 7.4041, 5.3524, -0.0084, -0.028, -0.0726
Si, 0.0667, -0.4146, 5.1393, 0.1281, -0.0825, 0.1085
Si, 0.1325, 3.5456, 5.0533, 0.1409, -0.0336, -0.2483
Si, 3.9556, 7.3148, 5.3027, -0.1562, -0.1034, 0.0154
Si, 3.8659, -0.3417, 5.0439, 0.0312, -0.0547, 0.0312
Si, 4.0706, 3.4918, 5.2447, -0.2388, 0.0605, 0.0192
Si, 7.8588, 7.4207, 5.3272, 0.1252, -0.0746, 0.0999
Si, 7.8134, -0.4074, 5.1045, 0.0348, 0.0618, 0.2177
Si, 7.9428, 3.4658, 5.0649, 0.0309, 0.0861, -0.0994
Si, 2.0481, 7.3781, 6.7775, 0.1033, 0.102, -0.0284
Si, 2.0043, -0.3818, 6.4831, 0.0152, 0.0542, -0.2445
Si, 2.0224, 3.549, 6.4378, 0.1079, 0.1119, -0.2212
Si, 5.889, 7.4426, 6.6687, 0.1317, 0.0874, -0.0752
Si, 5.812, -0.3281, 6.3466, 0.1309, 0.0806, -0.3167
Si, 6.1016, 3.4683, 6.4797, 0.0189, 0.0189, -0.2562
Si, 9.7977, 7.4019, 6.8178, -0.0654, -0.1802, 0.0712
Si, 9.701, -0.4522, 6.5557, -0.1623, -0.0872, 0.003
Si, 9.8162, 3.4775, 6.4629, -0.0189, 0.2555, 0.0911
Si, 1.9278, 1.5966, 7.706, -0.0857, -0.0971, 0.1753
Si, 1.4614, 5.3463, 7.854, 0.11, -0.252, 0.4711
Si, 2.1091, 9.4213, 8.0934, 0.1323, 0.1245, 0.0851
Si, 5.8937, 1.5313, 7.7391, -0.0895, -0.1377, 0.0403
Si, 5.837, 5.3737, 7.8106, -0.1625, -0.1309, 0.7268
Si, 5.9258, 9.4986, 7.9023, -0.1991, 0.0195, 0.1079
Si, 11.5492, 1.497, 9.081, 0.0679, 0.055, 0.7069
Si, 10.5557, 5.3167, 7.7743, -0.6704, 0.095, 0.4101
Si, 9.6931, 9.3816, 8.2885, 0.3447, 0.2137, -0.005
Si, 9.5975, 1.5266, 7.8083, 0.1432, -0.0841, 0.1431
Si, 10.5557, 4.0935, 10.5392, -0.0248, -0.0269, -0.0779
Si, 11.7786, 9.9753, 9.4583, 0.0952, 0.1829, 0.5142
Si, 3.889, 1.4777, 8.9624, -0.1359, -0.0466, 0.7038
Si, 3.5953, 4.4543, 9.6326, -0.1091, -0.0864, 0.183
Si, 4.1229, 9.9454, 9.3911, 0.0522, 0.2046, 0.5472
Si, 7.6733, 1.0014, 9.157, -0.156, 1.0037, 0.2908
Si, 7.7496, 3.123, 11.571, 0.0512, 0.1746, 0.3334
Si, 7.6531, 10.125, 9.3992, -0.1903, -0.888, 0.4696
Si, 6.7904, 8.8027, 14.4355, 0.1119, -0.0318, 0.0538
Si, 8.9761, 5.1228, 21.6818, 0.0916, 0.0541, -0.3506
Si, 9.7306, 8.0434, 13.7484, -0.199, -0.2064, -0.0119
Si, 4.7691, 7.3456, 21.2072, 0.0613, 0.0433, -0.033
Si, 11.4521, 3.5631, 14.6, 0.0556, 0.1971, -0.0379
Si, 4.7709, 10.0828, 20.3557, -0.0614, 0.0569, -0.0838
Si, 10.5941, 9.5178, 16.1141, -0.159, -0.0808, 0.0621
Si, 3.4968, 5.7596, 23.6754, -0.7232, 0.257, -0.6259
Si, 3.6682, 2.512, 17.6597, 0.0221, -0.0075, 0.0038
Si, 7.1313, 6.3239, 19.6844, 0.1293, 0.0895, 0.1166
Si, 6.3539, 4.156, 17.9204, -0.0257, -0.0256, 0.0779
Si, 8.7534, 2.1451, 14.217, -0.0666, 0.0414, -0.1296
Si, 1.4985, 10.3944, 14.8001, 0.0915, 0.0779, -0.024
Si, 2.6541, 11.8176, 19.3063, 0.0935, -0.1098, 0.182
Si, 6.0024, 5.5562, 10.7983, 0.0601, 0.0515, 0.344
Si, 8.0814, 11.1904, 15.7341, -0.1234, -0.0963, -0.0135
Si, 11.4246, 5.9603, 12.7903, -0.1548, 0.0531, 0.1285
Si, 6.2272, 6.8695, 16.9655, 0.0121, 0.1324, -0.017
Si, 1.5505, 9.4123, 17.5528, 0.1633, -0.1331, 0.2411
Si, 11.2173, 2.5192, 17.2788, -0.0389, 0.0833, 0.2153
Si, 1.4426, 2.9678, 19.5575, -0.0833, -0.0744, -0.0046
Si, 3.8744, 7.8914, 18.5633, 0.0025, 0.0442, -0.043
Si, 5.9111, 8.6374, 11.5629, -0.0419, -0.0998, 0.0806
Si, 1.9061, 1.7019, 15.4809, 0.0631, -0.0068, -0.1024
Si, 0.4098, 4.5283, 22.0032, -0.0225, 0.0891, -0.1083
Si, 8.2631, 2.1276, 16.9923, -0.0283, 0.1034, 0.1715
Si, 12.1299, 8.819, 12.396, -0.074, -0.2344, 0.3282
O, 10.4877, -0.607, -0.4742, -0.0211, 0.074, 0.4758
O, -0.0754, 5.5568, -0.7592, -0.1239, -0.197, 0.1524
O, 0.7367, 8.1163, -0.5821, -0.2037, -0.4053, 0.1118
O, 8.1073, 0.202, -0.9883, -0.1999, -0.0987, 0.0774
O, 10.0125, 0.831, -2.6728, -0.0024, -0.0815, 0.2415
O, 8.0696, 3.5845, 0.6118, 0.1796, -0.1497, 0.4337
O, 2.0673, 4.977, 9.3999, -0.1257, 0.043, -0.4083
O, 4.2899, 4.9176, 8.224, 0.3138, 0.1283, 0.067
O, 6.6112, 5.4986, 9.2785, -0.3368, -0.0638, -0.4466
O, 9.2491, 3.646, 11.3433, -0.0417, -0.1203, -0.0145
O, 9.9834, 4.9666, 9.293, 0.504, -0.0592, -0.1132
O, 6.3445, 7.1067, 20.8678, -0.1428, -0.1201, -0.116
O, 8.181, 8.4146, 13.7093, 0.0474, 0.109, 0.1228
O, 11.4796, 9.1593, 17.435, 0.1588, 0.1728, -0.3352
O, 0.7086, 3.74, 23.3986, 0.2471, -0.2653, -0.0819
O, 11.1736, 3.0106, -1.6145, 0.0692, 0.2444, 0.2331
O, 10.3054, 8.1401, 15.2765, 0.014, 0.3201, -0.1263
O, 3.0039, -2.0248, -0.6083, -0.0155, 0.0984, 0.4129
O, 2.1743, 9.576, 16.0443, -0.3463, 0.1922, -0.042
O, 0.8405, 1.4994, 16.7321, 0.0491, 0.1634, -0.1799
O, 3.5909, 5.262, -0.888, -0.1101, -0.0315, 0.8465
O, 1.6907, 1.4032, 19.9845, 0.1435, 0.2462, -0.3181
O, 4.3129, 6.5207, 22.4877, -0.036, -0.2157, 0.0205
O, 7.8433, 7.677, -1.5953, -0.0005, 0.3242, 0.2185
O, 6.2117, 10.8557, 20.4899, -0.0832, 0.009, 0.4451
O, 4.6493, 9.3085, 18.9093, -0.1756, -0.1388, 0.241
O, 2.2216, 11.8406, 14.7426, -0.2032, -0.0564, 0.2086
O, 11.1328, 3.731, 16.1945, 0.0668, -0.3605, -0.1574
O, 11.8124, 5.0279, 14.0439, -0.181, -0.1421, -0.1912
O, 8.793, 0.538, 14.5444, -0.1167, 0.1363, 0.2796
O, 11.4467, 2.7848, 10.1336, -0.1064, -0.181, -0.3545
O, 3.5335, 11.1308, 20.4863, 0.1183, -0.1058, -0.2986
O, 2.6502, 3.4211, 18.5587, -0.0909, -0.3261, -0.0054
O, 3.9869, 0.0371, 9.8341, 0.008, -0.2697, -0.6874
O, 12.4385, 7.2235, 12.6343, -0.2459, 0.1912, -0.0971
O, 4.3972, 5.2369, 10.8113, 0.0268, -0.1277, -0.3631
O, 3.744, 2.8417, 9.921, 0.1199, 0.2055, -0.3026
O, 9.7954, 1.7639, 17.3953, -0.0683, 0.1349, -0.1708
O, 3.6968, 1.0116, 18.2886, -0.2885, 0.1778, 0.0373
O, 6.2862, 4.969, 19.3267, 0.1873, 0.1372, -0.2248
O, 12.2428, 9.1879, 10.8378, -0.1397, 0.2492, -0.2963
O, 7.3733, 2.028, 10.4447, 0.1538, -0.3795, -0.2918
O, 9.9305, 6.5526, 13.1286, 0.3831, 0.1992, -0.0122
O, 1.7926, 10.7015, 18.5098, 0.0721, -0.0043, -0.1413
O, 5.1007, 3.1944, 17.7067, 0.0447, 0.0804, -0.0079
O, 6.5086, 9.6887, -0.8937, 0.699, -0.2892, 0.2961
O, 6.5311, 7.6994, 15.6087, 0.0123, 0.0997, -0.0192
O, 11.6767, 0.0532, 9.918, -0.0196, -0.4045, -0.68
O, 7.7157, 2.3895, 13.0128, 0.258, 0.0637, -0.112
O, 4.5345, 9.0994, 10.783, -0.0003, 0.2377, -0.3437
O, 7.6402, 3.1725, 18.0414, -0.0745, -0.0496, -0.1851
O, 5.7432, 8.8719, 13.1853, 0.1568, 0.024, -0.2881
O, 6.2045, 7.0403, 11.3985, -0.0693, 0.0931, -0.1526
O, -1.1827, 7.4747, -2.2684, -0.0427, 0.0876, 0.3306
O, 4.6734, 7.1884, 17.3468, 0.133, -0.0044, 0.1645
O, 8.2021, 2.8896, 15.5537, 0.1788, -0.3647, -0.0473
O, 9.1822, -1.696, -2.5634, 0.0216, -0.1005, 0.2396
O, 6.7535, 4.4049, 11.6558, 0.0303, -0.0989, -0.3371
O, 7.4857, 0.6957, 16.843, 0.3375, 0.1157, -0.2131
O, 2.8142, 3.0052, -2.279, -0.0834, -0.1496, 0.2889
O, 11.5778, 3.0794, 18.749, 0.2817, -0.1366, -0.1503
O, 5.6926, 1.0146, -1.2433, 0.3398, 0.1644, 0.0079
O, 7.1914, 7.2028, 18.2844, -0.3096, -0.3106, -0.0113
O, 3.2349, 2.3946, 16.0976, -0.2563, -0.1343, 0.166
O, 6.8885, 10.2708, 15.1314, 0.211, -0.0807, -0.0285
O, 4.5701, 8.9298, 21.4904, 0.0697, -0.0505, -0.2765
O, 1.609, 9.6556, 13.3571, -0.236, -0.0032, 0.0032
O, 11.4522, 5.072, 11.4528, -0.1044, -0.0546, 0.0996
O, 8.5863, 5.9393, 20.3111, -0.1914, -0.1898, 0.284
O, 6.4205, 5.264, 16.7132, -0.0471, 0.0348, 0.3388
O, 1.248, 2.6732, 14.3714, -0.1666, -0.055, 0.3851
O, 10.2209, 2.7735, 13.8741, -0.0667, 0.0162, 0.2365
O, 3.8972, 6.9433, 19.8885, 0.1812, 0.2411, 0.0065
O, 2.3192, 8.1375, 18.193, 0.1005, 0.231, -0.1013
O, 7.1649, 9.4702, 10.8898, 0.0919, 0.2842, -0.4747
O, -1.1283, 4.3912, 21.5127, 0.1467, 0.1054, 0.196
O, 10.5696, 9.0826, 12.8176, 0.2662, -0.1578, 0.0608
O, 9.1784, 10.2226, 16.4448, 0.12, 0.0434, -0.1583
O, 11.4593, 10.5519, 15.1901, 0.2028, -0.2025, 0.0649
O, 1.3693, 3.935, 20.8406, -0.1088, -0.009, 0.1186

Results
free energy: -48780.175 eV
free energy less fixed offsets of O -463.61, Si -117.95 eV per atom: -14.325 eV
pressure: -1.81 GPa
stress xx, yy, zz, yz, xz, xy (GPa, positive in tension): 1.18, 2.66, 1.57, 0, 0.22, 0.02
